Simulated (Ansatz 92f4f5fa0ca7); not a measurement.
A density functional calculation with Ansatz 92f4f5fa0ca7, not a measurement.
Periodic cell of 220 atoms, Si131O87Al1F1, from a study of silicon, its oxide and their interface. The atomic structure is a simulated model.
Doubt: the cutoff is far below the 930 eV that the study's wrapper takes by default for these files, so forces and energies are approximate.

Settings
functional: PBE
potential files: Ansatz PAW
basis: plane waves
wave-function cutoff: 580 eV
density cutoff ratio: 5
exchange-correlation grid ratio: 1
k mesh: 1 x 1 x 1, Gamma-centred
self-consistency stop: 5e-08 eV per atom in the density residual
occupations: fixed
spin: none
net charge: 0

Cell vectors (angstrom)
a 10.938 0 0
b 0 10.938 0
c 0 0 33.2928

Atoms and the computed forces on them: element, x, y, z (angstrom), force x, y, z (eV/angstrom)
Si -0.2052 0.1918 25.7244 -0.0189 0.0185 -0.0267
Si 5.9711 -0.5531 25.7434 -0.0079 0.0023 0.0159
Si 2.8519 2.8056 25.8164 0.007 -0.0156 -0.0392
Si 8.3435 2.3128 25.8876 0.0253 0.0283 0.041
Si -0.4889 6.0131 25.6941 -0.0027 -0.0026 0.0304
Si 5.3678 5.6911 25.7712 -0.0165 0.0324 -0.0188
Si 3.0236 7.8365 25.8006 -0.0047 -0.0051 0.0147
Si 8.221 8.2256 26.1194 0.0102 -0.0111 -0.0619
Si 1.4185 1.3575 27.0413 0.008 0.0059 -0.0146
Si 6.8655 1.1421 27.2168 0.0018 -0.0078 -0.037
Si 4.2249 4.1065 27.1554 0.0051 0.0016 -0.0151
Si 9.5242 4.1283 26.9662 -0.0167 -0.0239 -0.0368
Si 1.3277 6.7937 27.0973 0.0022 0.0036 -0.0245
Si 6.8123 6.8025 27.2698 -0.001 -0.0019 -0.0233
Si 4.1864 9.4683 27.0683 0.0004 -0.0039 -0.0408
Si 9.6847 9.621 27.2356 -0.0009 0.0015 -0.0147
Si 2.7721 -0.0367 28.4319 0.0039 -0.0065 -0.0002
Si 8.2652 -0.0626 28.6044 0 0.0082 0.0139
Si 0.0149 2.7642 28.4159 -0.0118 0.0104 -0.0114
Si 5.5272 2.668 28.4977 0.0063 -0.0053 0.0125
Si 2.7398 5.4326 28.487 -0.0144 0.0062 0.0028
Si 8.2201 5.4042 28.5077 0.0152 -0.0093 0.0039
Si 0.0719 8.1891 28.5302 0.0147 -0.0065 0.0128
Si 5.4655 8.1922 28.5675 -0.0122 0.0085 0.0045
Si 4.1018 1.3673 29.8746 -0.0692 -0.1583 -0.2963
Si 9.5708 1.3673 29.8746 0.3109 0.4689 -0.0145
Si 1.3673 4.1018 29.8746 -0.0141 -0.1631 -0.1684
Si 6.8362 4.1018 29.8746 0.1505 -0.4172 0.1028
Si 4.1018 6.8362 29.8746 -0.3896 -0.1198 0.1536
Si 9.5708 6.8362 29.8746 0.0855 -0.1185 -0.2043
Si 1.3673 9.5708 29.8746 0.4642 0.1119 0.0144
Si 6.8362 9.5708 29.8746 0.0515 -0.2512 0.5781
Si 0 0 31.2418 0.1256 0.1514 -0.046
Si 5.469 0 31.2418 -0.0026 0.0103 0.0079
Si 2.7345 2.7345 31.2418 -0.0947 -0.0494 -0.0499
Si 8.2035 2.7345 31.2418 0.0161 0.0813 0.0331
Si 0 5.469 31.2418 -0.0397 0.0436 -0.0151
Si 5.469 5.469 31.2418 -0.0948 -0.0433 -0.0495
Si 2.7345 8.2035 31.2418 -0.0023 0.0426 0.0287
Si 8.2035 8.2035 31.2418 -0.1321 -0.0369 0.0176
Si 1.3673 1.3673 32.6091 0.0045 -0.0477 0.0126
Si 6.8362 1.3673 32.6091 0.0364 -0.0421 -0.0234
Si 4.1018 4.1018 32.6091 0.0163 -0.0049 -0.0232
Si 9.5708 4.1018 32.6091 0.0051 -0.0368 -0.0152
Si 1.3673 6.8362 32.6091 0.0479 0.0221 -0.0288
Si 6.8362 6.8362 32.6091 0.0837 -0.0155 -0.002
Si 4.1018 9.5708 32.6091 0.0012 -0.0619 -0.0257
Si 9.5708 9.5708 32.6091 0.0043 -0.0098 -0.0326
Si 2.7345 0 0.6835 0.0231 -0.0178 -0.01
Si 8.2035 0 0.6835 -0.0569 0.0446 0.0151
Si 0 2.7345 0.6835 -0.0317 0.037 0.0205
Si 5.469 2.7345 0.6835 -0.0263 0.0149 0.0418
Si 2.7345 5.469 0.6835 -0.0647 0.0531 0.0089
Si 8.2035 5.469 0.6835 0.0168 -0.0128 -0.0008
Si 0 8.2035 0.6835 -0.0193 -0.0249 0.0413
Si 5.469 8.2035 0.6835 -0.0304 0.0714 0.0144
Si 4.1018 1.3673 2.0507 -0.0659 -0.0803 0.0493
Si 9.5708 1.3673 2.0507 0.0713 -0.0811 -0.061
Si 1.3673 4.1018 2.0507 0.0714 -0.0295 -0.0125
Si 6.8362 4.1018 2.0507 0.0857 0.0528 0.0591
Si 4.1018 6.8362 2.0507 -0.0355 -0.0676 -0.0137
Si 9.5708 6.8362 2.0507 -0.1083 -0.0198 0.0206
Si 1.3673 9.5708 2.0507 0.1474 0.1578 0.0333
Si 6.8362 9.5708 2.0507 0.0309 -0.1076 -0.0366
Si 0 0 3.418 -0.0044 0.5833 -0.6779
Si 5.469 0 3.418 0.0932 0.0705 0.1007
Si 2.7345 2.7345 3.418 -0.0797 0.2483 -0.0452
Si 8.2035 2.7345 3.418 -0.0219 0.035 0.3224
Si 0 5.469 3.418 -0.1586 -0.1973 0.1289
Si 5.469 5.469 3.418 -0.1415 0.1494 0.2866
Si 2.7345 8.2035 3.418 0.3017 -0.0461 0.014
Si 8.2035 8.2035 3.418 -0.4987 -0.3054 -0.4927
Si 1.2628 1.4784 4.7579 0.011 0.023 -0.0067
Si 6.8157 1.3874 4.8194 -0.0082 0.004 -0.0129
Si 4.1094 4.0767 4.8218 0.0012 -0.0425 -0.0195
Si 9.5229 4.1379 4.8508 0.0096 0.026 0.0085
Si 1.3615 6.8396 4.7551 -0.0099 -0.0004 -0.0106
Si 6.7893 6.8915 4.8271 -0.0094 0.0121 0.0007
Si 4.1343 9.5637 4.8009 0.0052 0.0033 -0.0038
Si 9.5393 9.6005 4.6355 0.01 -0.0107 -0.0187
Si 2.6398 0.0234 5.9413 -0.0181 -0.0051 0.0261
Si 8.2731 -0.0101 6.0363 -0.0048 0.0191 -0.0096
Si -0.0657 2.8262 6.3182 0.0062 0.0028 0.0376
Si 5.4511 2.6921 6.2904 -0.0064 0.0213 0.025
Si 2.7444 5.5325 6.1505 0.0284 0.0453 0.026
Si 8.0963 5.4764 6.2123 0.0143 -0.0018 0.0136
Si -0.093 8.2366 5.9347 -0.0011 -0.0053 0.0651
Si 5.5298 8.322 6.3258 0.0003 -0.0179 0.0173
Si 3.6693 1.5157 7.3733 0.0104 0.0006 0.0156
Si 9.8038 1.0395 7.4641 0.0273 0.0182 0.0624
Si 1.6277 4.0032 7.5794 -0.0558 -0.0437 -0.1172
Si 6.5335 4.3573 7.6411 -0.016 -0.0137 0.0471
Si 4.3216 6.6608 7.4973 0.0137 0.021 0.0149
Si 9.3696 7.1002 7.3244 0.02 -0.0109 -0.002
Si 1.0727 9.7899 7.1975 0.0225 -0.0396 0.1501
Si 7.2971 9.4617 7.581 -0.0012 -0.0403 0.0784
O 1.8613 3.907 25.1014 0.0084 -0.0139 0.0171
O 7.1504 9.2651 25.3139 0.0088 -0.0145 0.0709
O 2.733 2.8278 7.7977 0.0037 0.004 0.0118
O 8.3573 8.2324 8.0411 0.0047 0.0078 -0.0703
O 5.3938 5.5056 7.974 0.0031 -0.0175 -0.0566
O 0.0636 -0.0253 7.8753 0.0402 -0.0439 -0.1144
O 4.1675 6.7374 25.2671 0.0041 -0.0109 0.0686
O 9.5391 1.2864 25.3147 0.0079 0.0044 0.0568
O 1.7367 8.9331 8.4023 -0.0032 0.0041 -0.0039
O 1.3867 4.5732 9.322 -0.0529 0.0333 -0.1888
O 9.0134 1.3287 8.8794 -0.0035 -0.0057 -0.0474
O 7.0014 10.4617 8.8923 -0.0029 -0.0079 -0.0536
O 3.6767 0.6578 8.8003 0.0018 0.0259 -0.0576
O 3.6107 7.14 8.8969 -0.0749 0.0526 -0.0093
O 7.0656 3.866 9.1326 -0.0066 0.0043 -0.0571
O 10.4412 6.2907 8.3076 0.1578 -0.058 0.1279
O 3.836 2.1326 24.6704 -0.0098 -0.0148 0.0458
O 5.4162 0.0204 24.2958 -0.0176 0.0213 0.0038
O 7.2204 2.7024 24.7175 -0.0071 -0.005 0.0165
O 11.1132 5.6999 24.2118 0.0117 -0.0072 0.0107
O 9.278 7.1592 25.3381 -0.0132 0.0116 0.0691
O 2.3076 8.4613 24.4556 -0.0153 0.0193 0.011
O 6.2235 5.1543 24.4459 0.001 -0.0076 0.0297
O 0.3804 10.3553 24.3683 0.0143 -0.0056 0.0331
Si 2.4093 8.0275 9.5473 0.0246 0.0859 -0.0059
Si 10.9783 6.7652 14.3786 -0.1465 -0.147 -0.1325
Si 0.0074 -5.1372 17.1764 0.0047 0.0241 -0.066
Si 4.1639 0.8753 23.6795 0.0161 0.0171 -0.0321
Si 7.4308 -2.0205 20.2956 -0.0072 0.0063 -0.0356
Si 8.2919 0.811 21.1985 -0.0168 0.011 -0.055
Si 1.7225 9.74 23.6285 -0.0031 -0.005 -0.0268
Si 10.5189 9.5295 14.4261 -0.0033 -0.0618 0.015
Si 3.9133 9.7869 11.7404 -0.0421 -0.0656 0.0648
Si 4.9738 16.1515 12.0055 -0.0338 -0.0047 0.0542
Si 6.9323 1.7992 16.7699 0.0087 -0.0029 -0.0322
Si 4.6291 7.4647 20.1956 -0.0119 0.001 -0.046
Si 13.2267 8.542 14.101 -0.0307 -0.036 -0.0099
Si 3.756 1.4904 10.2134 0.0119 0.0097 0.106
Si 7.9515 11.4611 9.842 0.0305 0.0144 0.0971
Si 1.7273 8.3668 20.7571 -0.0027 -0.0218 -0.0688
Si 2.5354 -5.4141 21.225 -0.0117 0.0216 -0.0859
Si 2.2291 3.9967 10.8674 0.2928 -0.1134 0.5021
Si 8.2646 4.3915 17.5132 0.0203 -0.0039 -0.0327
Si 6.9577 3.9221 23.6494 0.0094 0.0096 -0.053
Si 12.6219 3.6451 18.7889 -0.0155 0.0135 -0.0303
Si 6.3757 3.0728 10.4048 -0.0093 0.0042 0.1161
Si 4.5348 2.9684 18.3733 0.0058 0.006 -0.0167
Si 7.9571 -0.2325 14.9887 0.0136 0.0063 -0.0281
Al 10.4284 4.5827 12.2491 -0.2886 -0.465 0.4377
Si -1.3577 3.1248 22.5315 -0.0131 0.0035 -0.0863
Si 6.2518 7.9123 12.2772 0.0228 -0.0213 0.0812
Si 8.6007 9.6344 12.2779 0.0094 0.0022 0.0848
Si 5.5611 2.3298 21.3489 0.0184 -0.0067 -0.0738
Si 12.0262 4.4171 23.77 0.0015 -0.0016 -0.0402
Si 9.8685 2.7006 19.6488 0.0061 0.0034 -0.0335
Si 11.1592 5.9004 9.716 -0.388 0.1293 0.188
Si -5.3364 5.8722 17.6259 -0.0109 0.0078 -0.0458
Si -0.8627 -2.6036 19.021 0.016 -0.0033 -0.0395
Si 8.0133 10.111 17.6933 -0.0007 -0.0145 -0.0429
Si 4.793 6.7868 14.629 -0.0052 0.0018 -0.0106
O 7.6436 10.3006 13.4473 0.0003 0.004 -0.0053
O 6.9966 9.5425 18.8414 0.0029 0.0046 0.0206
O 7.8428 8.1926 11.9916 -0.0104 0.0135 -0.049
O -1.5804 1.1755 19.9975 0.0012 0.0034 0.0239
O 4.5705 5.4862 13.5912 0.005 0.0142 -0.0155
O 7.5315 9.6435 16.1901 -0.0044 0.014 0.0163
O -1.4188 -1.3921 18.0485 -0.0088 0.0088 0.0218
O 4.9151 13.5147 9.8969 -0.0017 -0.0085 -0.0429
O 5.4331 9.2173 11.7248 -0.0572 0.0186 -0.0573
O 1.2646 7.0549 10.2006 0.0305 -0.0298 -0.113
O 7.0577 1.1153 15.278 0.0003 0.0023 0.0166
O 8.4825 4.2212 23.1017 0.0059 -0.0003 0.0435
O 5.6901 6.5922 11.4709 -0.0029 0.0124 -0.0424
O 1.4922 6.7703 21.0423 0.006 -0.0018 0.0446
O -2.1376 8.0032 20.0528 -0.0013 0.0026 0.0228
O 10.1509 9.591 12.8046 -0.0146 0.0184 -0.0313
O 15.7436 4.4885 17.8878 0.0004 0.0046 0.0182
O 6.0468 8.1322 20.8082 0.0035 0.0024 0.0274
O 2.8274 -0.0195 23.5962 -0.0099 -0.0052 0.0325
O 3.1558 9.5314 13.1438 0.0101 0.0009 -0.0664
O 6.0071 3.5265 22.3814 -0.007 0.002 0.0478
O 9.9744 3.5687 21.0259 -0.0044 0.0014 0.0335
O 2.2463 4.3368 20.1579 -0.0018 -0.005 0.0295
O -5.9225 6.999 18.6676 0.0031 -0.0088 0.0172
O 0.5359 -2.0988 19.7348 -0.0151 0.0082 0.0236
O 8.6826 10.4996 10.9103 -0.0098 -0.0082 -0.0486
O 11.6436 6.289 15.8019 0.0289 -0.0106 0.1032
O 12.1382 4.2379 12.0336 0.2706 0.0014 -0.3113
O 9.6254 10.7322 15.118 -0.0112 0.0099 0.0052
O 10.2056 5.6151 13.6052 0.0344 0.3806 0.3558
O 0.4215 2.6212 19.0014 0.0065 0.0005 0.0146
O 4.0017 11.3852 11.4254 -0.0149 -0.0268 -0.0372
O 1.2967 7.39 13.4704 0.0662 0.0796 0.0047
O 12.1335 9.5997 14.7945 0.013 0.0182 -0.0057
O 7.207 5.5964 17.8834 -0.0074 0.0045 0.0234
O 3.4395 -3.2533 14.9208 0.0158 0.0031 -0.0131
O 12.0876 4.8616 17.8576 -0.0019 -0.0066 0.026
O 10.9934 3.2099 23.3519 -0.0054 0 0.0413
O 5.9319 18.6391 13.8732 -0.011 0.0022 -0.0058
O 2.2239 4.8403 22.6812 -0.0038 -0.0003 0.0439
O 6.8635 1.5036 20.8685 -0.0023 0.0004 0.0313
O 5.3495 -4.6203 16.0796 0.01 -0.0086 0.038
O 1.4568 -1.6789 22.1023 -0.0033 0.0046 0.0478
O -2.178 3.538 18.8098 -0.0102 0.008 0.0204
O 9.583 4.9847 16.7861 -0.0098 -0.0052 0.0221
F 9.5188 3.1806 12.3628 -0.1037 -0.1282 -0.0368
O 4.5208 1.3763 22.1737 -0.0113 -0.009 0.0676
O 3.3124 -2.4342 20.2248 0.0147 0.0012 0.0324
O 2.9178 2.7505 18.1747 -0.0052 -0.0038 0.0102
O 3.6151 4.8437 11.1269 -0.0852 -0.0571 -0.1282
O 6.0791 4.0093 11.7249 0.0034 -0.0126 -0.0622
O 9.9977 8.0269 14.8349 0.0144 0.0498 0.0202
O -6.0595 2.8569 19.9759 0 -0.0005 0.0177
O 7.8823 11.7576 17.7005 -0.0051 0.004 0.0203
O 7.9635 -0.7971 21.3032 -0.0032 -0.0061 0.0274
O 4.0703 6.1463 21.0582 0.0056 0.0055 0.0357
O 8.9463 1.5872 22.5136 0.006 0.0054 0.0305
O 2.4529 2.4086 10.5831 -0.0375 0.0989 -0.1136
O 18.4463 3.3072 16.5651 -0.0044 -0.0039 0.0082
O 3.0015 9.0231 10.6462 0.0254 -0.0338 -0.0198
O 10.0684 5.4195 10.7562 0.2863 0.3307 -0.7038
O 7.1811 1.6846 10.6914 -0.0097 -0.0118 -0.0661
O 10.4876 -3.9339 18.1823 -0.0033 -0.0088 0.0213
O 5.4304 1.9277 17.4565 0.0004 -0.0042 0.0088

Results
free energy: -135996.343 eV
free energy less fixed offsets of Al -1619.15, F -1619.15, O -568.88, Si -635.61 eV per atom: -0.573 eV

The program warned: the cutoff lies below the one the program advises for these potential files; the exchange-correlation potential is rough where the density is thin.
